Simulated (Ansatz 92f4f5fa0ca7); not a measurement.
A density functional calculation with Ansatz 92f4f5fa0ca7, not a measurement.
Periodic cell of 473 atoms, Si304O169, from a study of silicon, its oxide and their interface. The atomic structure is a simulated model.
Doubt: the cutoff is far below the 930 eV that the study's wrapper takes by default for these files, so forces and energies are approximate.

Settings: functional PBE; potential files Ansatz PAW; basis plane waves; wave-function cutoff 580 eV; density cutoff ratio 5; exchange-correlation grid ratio 1; k mesh 1 x 1 x 1, Gamma-centred; self-consistency stop 5e-08 eV per atom in the density residual; occupations fixed; spin none; net charge 0.

Cell vectors (angstrom)
a	15.4691	0	0
b	0	15.4691	0
c	1.9714	-1.9706	35.4445

Atoms and the computed forces on them: element, x, y, z (angstrom), force x, y, z (eV/angstrom)
Si	2.338	-2.009	25.396	0.018	-0.004	0.006
Si	2.671	1.802	25.459	-0.001	-0.008	-0.009
Si	1.269	-9.792	25.048	-0.001	-0.003	0.002
Si	2.408	-5.931	25.213	0.019	0.008	0
Si	5.451	-1.979	25.386	-0.017	-0.007	0.003
Si	5.775	-0.043	26.69	-0.004	0.002	-0.002
Si	6.588	-9.785	25.271	0	0.004	-0.002
Si	5.599	-5.89	25.088	-0.006	-0.002	0.016
Si	10.422	-1.746	25.11	-0.005	0.008	0.001
Si	10.41	2.019	25.536	-0.009	-0.002	0.012
Si	9.007	-9.776	25.371	0.002	-0.001	0.014
Si	9.933	-5.696	25.188	0.023	-0.001	0.01
Si	-2.605	-1.891	25.201	0.008	-0.008	-0.018
Si	-2.631	1.983	25.249	0.006	0.006	-0.006
Si	-1.203	-9.715	25.236	-0.013	-0.008	-0.002
Si	-2.36	-5.866	25.214	-0.017	0.003	-0.007
Si	2.046	-0.077	26.721	0.01	-0.006	-0.005
Si	1.934	3.832	26.475	0.006	0.006	0
Si	1.956	-7.901	26.427	0.012	-0.004	-0.006
Si	2.036	-4.005	26.589	0.014	0.004	0.01
Si	5.098	1.903	25.561	-0.007	-0.007	0.004
Si	5.839	3.852	26.631	0.01	0.003	-0.002
Si	5.901	-7.828	26.455	0.002	-0.002	-0.012
Si	5.821	-3.981	26.552	-0.016	-0.001	-0.002
Si	9.844	0.009	26.611	0.013	0.001	-0.014
Si	9.71	3.902	26.747	0.003	0.001	-0.018
Si	9.629	-7.739	26.456	0.006	0.004	-0.011
Si	9.768	-3.711	26.447	-0.001	-0.002	0.008
Si	-1.992	0.02	26.479	-0.003	0	0.002
Si	-1.895	3.863	26.541	-0.002	0.01	-0.011
Si	-1.87	-7.797	26.503	-0.01	0	-0.009
Si	-1.98	-3.854	26.449	-0.01	0	0.01
Si	-0.014	-0.028	27.858	0.004	0.003	0
Si	0.035	3.741	27.902	0.005	-0.003	0.011
Si	0.059	-7.734	27.875	-0.002	0.004	0.014
Si	0.006	-3.918	27.821	0.001	-0.003	-0.002
Si	3.92	-0.108	28.132	-0.003	-0.006	-0.01
Si	3.858	3.929	27.922	-0.009	-0.006	0.003
Si	3.917	-7.885	27.82	-0.005	0.006	0.001
Si	3.931	-3.987	27.998	-0.001	0.007	-0.023
Si	7.815	-0.024	27.885	-0.008	0.006	0.007
Si	7.752	3.754	28.026	-0.011	0.002	0.009
Si	7.768	-7.72	27.913	-0.005	-0.002	-0.002
Si	7.808	-3.86	27.831	0.007	-0.001	-0.009
Si	11.692	-0.014	28.039	-0.002	0	-0.001
Si	11.691	3.98	27.997	0	-0.006	0.011
Si	11.612	-7.807	27.836	-0.002	0.007	-0.002
Si	11.63	-3.852	27.924	0	-0.006	-0.016
Si	0.02	-1.984	29.219	-0.003	-0.002	0.002
Si	0.031	1.857	29.303	-0.002	0.002	-0.001
Si	0.035	-9.717	29.22	-0.004	-0.001	-0.002
Si	0.03	-5.819	29.261	-0.001	0.002	0
Si	3.918	-2.063	29.396	-0.001	-0.002	0.003
Si	3.896	1.937	29.296	0.003	0.007	0.006
Si	3.892	-9.69	29.337	-0.002	0.005	0.001
Si	3.906	-5.945	29.263	0.002	-0.007	0.004
Si	7.782	-1.965	29.25	0	0.001	0.004
Si	7.778	1.842	29.351	-0.001	-0.003	0
Si	7.765	-9.689	29.273	0.004	0	0.004
Si	7.795	-5.788	29.26	0.003	0.006	0.002
Si	11.663	-1.967	29.346	0.001	0.003	0.007
Si	11.664	1.969	29.305	0.002	0.004	0.002
Si	11.644	-9.617	29.36	0.003	0.003	0.003
Si	11.628	-5.843	29.22	-0.002	0	0.001
Si	1.936	-1.983	30.657	-0.002	0.005	0.003
Si	1.969	1.897	30.663	-0.001	-0.001	0
Si	1.939	-9.697	30.653	0	-0.003	0
Si	1.971	-5.845	30.64	-0.001	-0.002	0.002
Si	5.877	-1.979	30.676	0.001	0.003	0.004
Si	5.826	1.896	30.672	-0.002	0.002	0.002
Si	5.846	-9.7	30.663	-0.002	-0.001	-0.001
Si	5.847	-5.844	30.635	-0.002	-0.003	0.002
Si	9.7	-1.972	30.657	-0.001	0	0.001
Si	9.728	1.9	30.672	0	0.001	0
Si	9.686	-9.696	30.667	-0.004	-0.002	0.002
Si	9.718	-5.838	30.639	-0.001	-0.004	0
Si	13.601	-1.979	30.666	0.001	0	0.003
Si	13.579	1.903	30.674	0.002	0.002	0.004
Si	13.604	-9.688	30.659	0.001	0	0.001
Si	13.558	-5.841	30.628	-0.001	-0.003	0.001
Si	0	1.934	2.05	0.281	-0.199	-0.376
Si	0	5.801	2.05	0.096	0.202	-0.539
Si	0	-5.801	2.05	0.166	0.079	-0.116
Si	0	-1.934	2.05	0.341	-0.09	-0.301
Si	3.867	1.934	2.05	-0.069	-0.02	0.015
Si	3.867	5.801	2.05	0.065	0.09	0.188
Si	3.867	-5.801	2.05	-0.105	0.06	0.087
Si	3.867	-1.934	2.05	0.018	-0.08	0.285
Si	7.734	1.934	2.05	0.243	0.043	0.148
Si	7.734	5.801	2.05	-0.073	0.108	0.321
Si	7.734	-5.801	2.05	0.292	-0.03	0.28
Si	7.734	-1.934	2.05	0.058	-0.097	0.263
Si	11.602	1.934	2.05	-0.412	-0.053	-0.045
Si	11.602	5.801	2.05	-0.266	-0.016	-0.314
Si	11.602	-5.801	2.05	-0.405	0.048	0.038
Si	11.602	-1.934	2.05	-0.246	-0.037	-0.116
Si	-1.929	1.909	3.33	-0.001	-0.003	-0.003
Si	-1.935	5.841	3.329	-0.006	0.002	-0.006
Si	-1.945	-5.807	3.361	-0.001	-0.001	-0.003
Si	-1.921	-1.963	3.334	-0.008	0.004	-0.004
Si	1.93	1.9	3.424	-0.002	0.002	-0.001
Si	1.909	5.818	3.395	-0.001	0.001	-0.001
Si	1.93	-5.768	3.44	-0.002	-0.005	0
Si	1.927	-1.952	3.445	0.003	0.002	0.004
Si	5.808	1.962	3.397	0.001	-0.006	0.003
Si	5.795	5.828	3.474	0.002	0.011	-0.004
Si	5.806	-5.796	3.402	-0.002	0.002	-0.004
Si	5.81	-1.948	3.452	0.002	-0.003	0.001
Si	9.661	1.916	3.494	-0.004	0	-0.002
Si	9.675	5.792	3.437	0.005	-0.002	-0.004
Si	9.67	-5.8	3.511	0.002	-0.001	-0.003
Si	9.674	-1.933	3.457	0.003	0.004	-0.001
Si	-1.907	-0.038	4.63	0.003	0.002	-0.01
Si	-1.919	3.885	4.559	0.022	0.001	-0.001
Si	-2.016	-7.73	4.7	-0.001	0	0.011
Si	-1.909	-3.877	4.672	0.004	-0.004	-0.012
Si	1.963	-0.033	4.833	0.001	0	-0.006
Si	1.855	3.872	4.715	0.002	-0.001	-0.003
Si	1.846	-7.721	4.761	0.006	-0.002	0.001
Si	1.957	-3.859	4.883	0	0.001	-0.005
Si	5.855	0.044	4.759	-0.005	0.004	-0.004
Si	5.755	3.852	4.816	0.002	0.001	0.003
Si	5.762	-7.652	4.847	0.017	-0.011	0.013
Si	5.822	-3.923	4.828	-0.007	-0.002	-0.015
Si	9.657	-0.043	4.906	0.006	-0.004	-0.01
Si	9.635	3.892	4.854	0	0.003	0
Si	9.692	-7.793	4.88	-0.003	0	0.01
Si	9.699	-3.821	4.907	0	0.002	-0.005
Si	-0.055	-0.009	6.082	-0.007	0.015	0.008
Si	-0.099	3.865	6.038	-0.008	-0.005	-0.003
Si	-0.132	-7.723	6.075	-0.006	0.01	-0.003
Si	-0.069	-3.914	6.143	-0.005	-0.002	0.009
Si	3.964	-0.038	6.141	0.006	-0.005	-0.006
Si	3.724	3.85	6.086	0.003	-0.008	0.005
Si	3.619	-5.794	7.638	-0.004	-0.015	0
Si	3.93	-3.867	6.261	0.003	-0.007	-0.003
Si	7.675	-0.028	6.289	-0.003	0.005	0.012
Si	7.669	3.862	6.254	-0.002	-0.015	0.006
Si	7.735	-7.849	6.23	-0.017	0.002	-0.002
Si	7.719	-3.746	6.267	0.002	-0.002	0.002
Si	-3.739	-0.052	6.094	-0.001	-0.003	0.009
Si	-3.737	3.898	5.978	-0.009	-0.005	0.016
Si	-3.791	-7.763	6.276	0	-0.004	-0.007
Si	-3.722	-3.84	6.16	-0.002	0.006	0.014
Si	-0.746	1.934	7.245	0.027	-0.005	0.009
Si	-0.573	5.799	7.314	0.006	0.003	0.011
Si	-0.746	-5.856	7.404	0.003	-0.006	-0.001
Si	-0.602	-1.939	7.305	-0.004	-0.003	-0.003
Si	3.572	1.896	7.413	-0.006	0.016	0.015
Si	3.728	-7.662	6.138	0	0.008	0.001
Si	3.976	5.822	7.371	0.01	0.002	-0.003
Si	4.629	-1.918	7.428	-0.019	0.003	0.007
Si	7.935	1.936	7.584	-0.032	0.01	-0.004
Si	7.168	5.771	7.583	-0.004	0.014	-0.008
Si	8.145	-5.232	8.019	0.025	-0.009	-0.003
Si	7.013	-1.923	7.6	0.017	-0.001	0.002
Si	-3.109	1.949	7.125	-0.006	0.005	-0.016
Si	-3.169	-5.752	7.441	0.003	0.006	0.002
Si	-3.004	-1.911	7.404	-0.009	-0.013	0.018
Si	-3.025	5.693	7.364	0.007	-0.005	-0.003
Si	-4.575	2.146	8.863	-0.015	0.007	0.003
Si	1.971	-3.904	32.026	-0.089	-0.112	-0.035
Si	1.971	-0.037	32.026	-0.007	-0.062	-0.041
Si	1.971	-11.639	32.026	-0.108	0.064	-0.034
Si	1.971	-7.771	32.026	-0.198	0.046	-0.012
Si	5.839	-3.904	32.026	0.065	-0.165	0.01
Si	5.839	-0.037	32.026	-0.079	-0.025	0.078
Si	5.839	-11.639	32.026	0.078	0.04	0.043
Si	5.839	-7.771	32.026	0.13	0.072	-0.015
Si	9.706	-3.904	32.026	0.029	-0.056	-0.068
Si	9.706	-0.037	32.026	0.067	-0.035	0.028
Si	9.706	-11.639	32.026	-0.035	0.059	0.054
Si	9.706	-7.771	32.026	-0.067	0.101	0.01
Si	13.573	-3.904	32.026	0.048	-0.141	-0.057
Si	13.573	-0.037	32.026	0.05	-0.032	0.019
Si	13.573	-11.639	32.026	0.086	0.131	0.018
Si	13.573	-7.771	32.026	0.127	0.123	-0.012
Si	3.905	-3.904	33.393	0.022	0.059	-0.021
Si	3.905	-0.037	33.393	0.039	-0.099	0.005
Si	3.905	-11.639	33.393	0.02	0.022	-0.014
Si	3.905	-7.771	33.393	0.046	0.024	-0.047
Si	7.772	-3.904	33.393	0	-0.113	0.003
Si	7.772	-0.037	33.393	-0.001	0.063	-0.002
Si	7.772	-11.639	33.393	0.005	0.007	0.022
Si	7.772	-7.771	33.393	-0.003	0.035	0.013
Si	11.639	-3.904	33.393	-0.026	0.014	-0.011
Si	11.639	-0.037	33.393	-0.037	-0.073	0.016
Si	11.639	-11.639	33.393	-0.014	0.037	-0.004
Si	11.639	-7.771	33.393	-0.027	-0.011	-0.023
Si	0.038	-3.904	33.393	-0.025	-0.132	0.01
Si	0.038	-0.037	33.393	-0.013	0.035	0.01
Si	0.038	-11.639	33.393	-0.011	0.034	0.034
Si	0.038	-7.771	33.393	-0.014	0.089	0.03
Si	3.905	-1.971	34.76	-0.05	-0.012	-0.002
Si	3.905	1.897	34.76	-0.028	0.027	-0.016
Si	3.905	-9.705	34.76	-0.036	0.013	-0.015
Si	3.905	-5.838	34.76	-0.039	-0.021	-0.014
Si	7.772	-1.971	34.76	-0.009	-0.015	0.001
Si	7.772	1.897	34.76	-0.002	0.003	0.018
Si	7.772	-9.705	34.76	0.011	0.025	0.014
Si	7.772	-5.838	34.76	0	-0.016	0.027
Si	11.639	-1.971	34.76	0.04	-0.014	-0.007
Si	11.639	1.897	34.76	0.033	0.038	-0.021
Si	11.639	-9.705	34.76	0.03	-0.006	-0.011
Si	11.639	-5.838	34.76	0.034	-0.005	-0.016
Si	0.038	-1.971	34.76	0.018	-0.011	-0.01
Si	0.038	1.897	34.76	0	-0.037	0.007
Si	0.038	-9.705	34.76	0.003	0.038	0.009
Si	0.038	-5.838	34.76	0.015	-0.001	0.02
Si	0	0	0.683	0.105	0.016	-0.028
Si	0	3.867	0.683	0.04	0.012	0.007
Si	0	-7.734	0.683	0.112	-0.032	-0.038
Si	0	-3.867	0.683	0.036	0.021	-0.022
Si	3.867	0	0.683	0	0.016	0.007
Si	3.867	3.867	0.683	-0.005	-0.019	0.015
Si	3.867	-7.734	0.683	-0.005	-0.005	0.001
Si	3.867	-3.867	0.683	-0.002	-0.005	-0.009
Si	7.734	0	0.683	0.016	0.003	0.022
Si	7.734	3.867	0.683	0.052	-0.024	0.021
Si	7.734	-7.734	0.683	0.038	-0.009	0.015
Si	7.734	-3.867	0.683	0.062	0.005	0.01
Si	11.602	0	0.683	-0.111	-0.006	-0.005
Si	11.602	3.867	0.683	-0.099	0.029	-0.004
Si	11.602	-7.734	0.683	-0.158	-0.026	-0.013
Si	11.602	-3.867	0.683	-0.127	0.013	-0.014
Si	-1.647	-2.471	22.188	0.008	-0.003	0.007
Si	-1.833	2.278	22.99	-0.003	0.011	0.002
Si	-2.311	-10.147	23.209	-0.014	-0.028	0.015
Si	-1.594	-5.52	22.238	0.001	0.001	0.003
Si	1.446	-2.451	22.505	0.001	0.01	-0.001
Si	2.41	-9.691	19.892	0.004	0.004	0.001
Si	2.135	-10.433	22.831	-0.017	0.008	0.018
Si	1.458	-5.472	22.317	-0.001	0	-0.01
Si	6.982	-2.2	22.582	-0.007	0.009	0.005
Si	6.071	1.887	23.488	-0.003	-0.003	0.015
Si	5.338	-10.674	22.562	0.016	0.001	0.005
Si	7.761	-5.277	22.826	0.004	-0.007	0.018
Si	9.828	-0.923	22.85	0.007	-0.004	0.013
Si	9.313	2.032	23.511	0.006	0.009	-0.002
Si	9.93	-10.4	23.311	0.031	-0.02	0.004
Si	8.209	-6.458	19.864	-0.002	0.004	-0.002
Si	-5.057	-7.943	10.956	0.009	0	-0.004
Si	8.664	1.897	12.682	0.005	0.001	-0.001
Si	-4.439	-5.215	9.379	0.001	-0.008	-0.012
Si	-3.53	-2.405	10.544	0.006	-0.008	-0.009
Si	1.237	2.191	9.346	-0.007	-0.003	-0.009
Si	1.651	5.369	9.443	-0.004	0.002	-0.006
Si	1.063	-5.26	9.663	-0.003	0.013	-0.007
Si	0.535	-2.137	9.343	0.009	-0.003	0.005
Si	5.688	2.186	9.791	0.004	-0.008	-0.016
Si	6.504	4.12	11.922	0.007	0.002	-0.003
Si	5.909	-6.126	9.839	-0.007	-0.006	0.009
Si	7.601	-1.721	9.97	-0.004	0.005	0.001
Si	-5.429	-0.152	10.673	-0.004	-0.005	0.006
Si	-3.767	5.04	9.498	-0.002	0.001	-0.004
Si	7.16	-2.925	12.693	-0.003	0.001	-0.005
Si	5.601	-2.784	17.164	-0.003	-0.001	0
Si	5.255	0.265	11.025	-0.002	-0.004	-0.001
Si	6.231	-9.887	16.816	-0.002	-0.001	-0.002
Si	1.198	4.902	12.245	-0.002	0.001	-0.011
Si	1.476	1.972	12.394	-0.003	0.006	-0.006
Si	10.17	-0.532	16.273	-0.001	-0.001	-0.002
Si	-5.064	3.72	14.312	-0.001	0	-0.005
Si	0.977	-0.567	17.922	0	0.002	0.002
Si	-1.451	-8.274	17.943	0.002	-0.003	0
Si	-0.622	-3.147	17.046	0.003	0.001	0.006
Si	-1.558	1.527	12.993	0.002	0	-0.008
Si	1.808	-5.232	12.677	-0.002	-0.003	-0.006
Si	7.507	-8.754	10.492	-0.007	0.002	0.002
Si	-3.731	-9.153	13.454	-0.002	-0.005	-0.006
Si	-3.792	-2.909	17.662	0.001	-0.001	0
Si	5.378	-5.523	18.665	-0.003	0.001	0.001
Si	2.035	5.497	15.071	0.002	-0.001	-0.007
Si	11.256	-8.13	16.379	0	0.001	0.001
Si	-1.02	-1.282	11.856	-0.005	-0.001	-0.011
Si	2.503	-0.137	20.717	-0.003	-0.01	0.001
Si	-1.893	4.436	11.982	0.003	-0.003	-0.009
Si	3.625	-1.811	9.527	-0.002	-0.011	-0.013
Si	3.061	-1.387	15.736	-0.003	0.002	0.001
Si	2.495	-6.917	15.116	0	-0.001	-0.001
Si	7.391	-4.59	15.247	-0.001	0.001	-0.003
Si	0.751	-5.98	17.538	-0.002	0.001	0.001
Si	1.268	1.963	22.665	0.001	0.001	0.005
Si	9.741	3.461	19.358	-0.007	0	0.003
Si	0.604	-2.756	14.172	0.002	0.001	-0.005
Si	2.792	-6.646	19.872	-0.001	0.001	0.006
Si	6.946	1.961	19.378	0.001	0.004	-0.001
Si	4.493	-4.056	11.661	0.005	0.002	-0.011
Si	7.319	-0.267	17.277	0	0.001	-0.001
Si	9.779	-5.427	17.266	0.003	-0.001	0.002
Si	-3.144	1.783	15.65	0.001	0	0
Si	-3.755	-1.356	20.393	0.003	0	0.006
Si	4.021	0.904	13.837	-0.002	0.003	-0.001
Si	-3.221	1.636	20.25	0.005	0.001	0.005
Si	5.179	-10.83	19.59	-0.001	-0.002	-0.001
Si	9.28	-10.642	16.737	0.001	-0.002	-0.002
Si	0.362	-10.675	17.631	-0.005	0	-0.008
Si	-1.012	1.975	18.028	0.005	0.001	0.001
Si	9.791	-9.023	20.601	0.007	0	0.001
Si	7.879	-0.344	14.399	0.001	0	0.001
Si	5.507	-0.064	21.25	-0.008	-0.003	0.002
Si	5.458	-6.927	15.849	-0.003	-0.002	0.002
Si	-2.636	-8.058	20.829	-0.005	0.003	0.004
Si	4.805	3.862	14.646	-0.003	0.001	-0.001
O	-2.2	-4.01	22.118	-0.002	-0.002	-0.003
O	-2.028	-1.821	23.636	-0.012	0.005	0.024
O	-0.323	1.632	22.865	-0.009	0	-0.006
O	-0.054	-5.546	21.709	-0.003	0	-0.003
O	-1.527	-5.976	23.803	-0.002	-0.003	0.008
O	3.893	-1.963	24.823	-0.004	0.002	0.015
O	1.344	-2.054	24.084	-0.003	0.001	0.008
O	2.139	1.427	23.929	0.009	0	0.018
O	3.766	-10.534	22.996	-0.001	0.006	0.001
O	1.459	-5.972	23.868	0.002	-0.008	0.024
O	3.988	-5.904	24.679	-0.016	0	0.003
O	6.429	-1.999	24.086	0.003	-0.002	-0.002
O	7.699	1.759	23.631	0.007	0	-0.002
O	6.19	-9.798	23.642	0.008	0	0.012
O	8.218	-5.987	21.431	-0.001	0.001	0
O	11.56	-10.352	23.532	0.003	-0.013	-0.015
O	11.518	-5.869	24.734	0	-0.004	0.01
O	8.113	-6.757	7.436	0.003	-0.009	-0.014
O	-0.313	2.004	8.864	-0.011	-0.001	-0.013
O	0.247	-9.582	8.779	-0.01	0.001	-0.006
O	-0.199	-6.048	8.982	-0.008	-0.005	-0.008
O	2.151	1.489	8.18	0	-0.005	-0.01
O	7.127	2.015	9.024	-0.001	0	-0.008
O	2.949	-9.511	8.659	0.001	0	0.002
O	2.332	-5.494	8.644	0.006	0.001	-0.003
O	4.867	-6.238	8.601	-0.012	0.005	-0.015
O	2.071	-1.674	9.057	0.004	0.006	-0.003
O	9.511	1.909	8.023	0.023	-0.003	0.008
O	7.87	-9.512	9.075	0	-0.01	-0.002
O	7.143	-5.193	9.32	0.002	0.017	0.007
O	9.61	-4.819	8.638	-0.003	0.004	-0.005
O	-4.449	0.941	9.969	0.001	0.011	-0.005
O	-2.535	4.808	10.542	-0.001	0	0.003
O	-2.176	-2.383	11.466	-0.003	0.002	0.006
O	7.83	-2.876	11.17	0.002	0.001	-0.006
O	-0.297	4.492	11.791	0.001	0	0.007
O	-2.826	1.653	21.84	0.003	0	0.003
O	-1.705	-11.578	22.674	-0.013	0.019	0.019
O	-1.832	1.902	19.435	0.002	-0.001	-0.004
O	8.685	-4.775	16.232	-0.001	0.001	0.002
O	11.106	2.749	19.891	0.001	-0.002	0.003
O	5.714	-11.173	15.94	0.001	-0.002	0.002
O	11.066	-1.844	16.59	0.001	0.001	0.002
O	2.383	-6.465	21.436	0.003	-0.007	-0.008
O	1.835	-9.618	21.431	-0.006	0.003	0.004
O	8.686	-8.029	19.921	-0.001	-0.001	-0.001
O	2.05	-3.947	22.268	0.006	0.001	-0.005
O	1.758	-0.489	19.334	0.003	0.002	0.004
O	5.667	-10.178	21.029	0	0.004	-0.004
O	5.623	4.212	13.281	0.004	0.001	0
O	10.726	-1.607	21.665	-0.003	0.001	-0.004
O	9.953	0.727	22.71	-0.002	-0.003	0.001
O	9.541	3.523	22.799	-0.002	0.017	0.015
O	6.352	-7.626	10.268	0.002	0	0.006
O	-0.055	-4.576	17.559	0.001	0.001	0.002
O	1.69	3.747	9.366	0.004	0.002	0.006
O	1.193	5.655	13.677	-0.003	0.002	0.001
O	0.776	-4.131	13.304	-0.003	0.001	0.005
O	0.617	-3.702	9.812	-0.006	-0.007	0.002
O	-0.015	-1.218	10.574	-0.002	0.001	0.005
O	3.91	-0.494	10.467	-0.002	0.005	0.011
O	1.856	-6.535	13.662	-0.002	0	0.005
O	5.222	-5.404	11.116	0.003	-0.007	0.005
O	3.915	-3.175	10.406	0.003	0.009	-0.001
O	-4.652	3.646	9.54	0.006	-0.013	-0.004
O	8.796	-7.984	11.134	-0.004	-0.002	0.008
O	8.966	-0.407	17.402	0	-0.001	0
O	0.045	1.828	13.17	0.002	-0.001	0.005
O	-4.785	5.076	13.468	0.003	0.004	0.004
O	3.266	-4.505	12.615	0.005	0.002	0.007
O	1.601	-6.089	18.917	-0.001	0	-0.001
O	2.073	-2.255	14.735	-0.001	-0.001	0.001
O	6.916	-0.276	15.702	0.002	0	0
O	9.498	-9.276	22.192	-0.002	-0.001	-0.001
O	0.159	-1.968	17.85	-0.003	-0.002	-0.001
O	6.7	-6.196	19.327	0.005	-0.002	0.001
O	-3.67	-8.333	14.852	0.002	0	-0.001
O	5.081	0.57	12.629	0.005	-0.001	-0.002
O	-3.349	-1.804	9.031	0.006	0.006	-0.022
O	5.562	-9.89	18.311	0.001	0.002	0.002
O	-2.201	-3.048	17.393	-0.002	0	0.003
O	2.094	-0.521	16.732	0.001	-0.001	-0.001
O	4.138	-5.763	19.676	0.001	-0.001	0
O	11.159	0.77	16.189	-0.001	0	0.003
O	2.034	3.508	12.434	0.001	-0.004	0.006
O	-2.273	2.888	12.396	-0.002	0.003	0.005
O	8.991	-0.896	9.655	0.003	0.001	0.002
O	11.628	0.178	19.844	-0.002	-0.001	-0.001
O	5.935	-1.639	21.448	0.007	-0.007	0.004
O	2.252	-8.453	15.59	0.002	0.006	0.002
O	6.479	-5.897	23.667	0.001	0.005	-0.005
O	1.471	3.568	22.558	-0.002	-0.009	-0.007
O	8.408	2.596	19.749	0.003	0.002	0
O	9.153	4.1	15.281	0	0.002	0.005
O	11.37	-2.385	19.182	-0.001	0.001	0
O	4.117	-2.315	16.607	0.002	0	0.002
O	1.787	-5.991	16.265	0.003	-0.001	-0.001
O	1.821	1.214	21.33	-0.003	0.007	0.003
O	6.918	1.166	17.946	0.001	-0.002	-0.004
O	1.368	-5.769	11.188	0.001	0	0.006
O	2.537	1.045	13.182	-0.004	0	0.003
O	7.009	5.623	11.588	0	0.002	0.001
O	-2.294	1.156	14.402	0.002	0	0
O	-2.534	-6.512	21.355	0	0.002	-0.001
O	6.647	0.804	20.48	0.013	-0.001	0.002
O	4.1	0.074	20.443	-0.003	0	-0.007
O	9.116	0.685	11.709	0.009	-0.006	-0.001
O	9.676	-10.485	19.915	0	0	-0.003
O	6.499	-0.735	10.681	0	-0.004	0.002
O	-0.974	-9.753	17.435	0.001	0	0.002
O	7.771	1.175	13.823	-0.001	0	0.003
O	3.54	-10.869	19.695	0.004	-0.006	-0.003
O	7.366	-1.461	13.361	-0.001	-0.006	0.002
O	3.963	-0.35	14.865	0.002	0.002	0.002
O	1.387	1.526	10.822	0.003	-0.006	0.007
O	-0.073	0.669	17.791	-0.002	0.002	0.001
O	2.394	-1.389	21.744	0.002	0.006	-0.004
O	-5.442	2.53	13.286	0	-0.003	0.004
O	5.397	0.594	22.741	-0.006	0.003	0.006
O	9.183	-5.696	18.778	-0.002	-0.001	0.004
O	5.55	-3.188	12.543	-0.001	0.001	0.008
O	9.747	3.625	17.737	-0.001	0.002	0
O	-2.124	-9.049	22.017	0.004	-0.002	-0.002
O	5.602	3.563	10.677	-0.005	0.011	0.008
O	7.775	3.089	12.031	-0.004	0.001	0.004
O	-0.054	3.285	18.049	-0.005	-0.006	0.003
O	9.423	-0.704	14.825	0	0	0.003
O	11	-4.369	17.445	0	0	0.002
O	-4.234	-8.076	12.35	-0.003	0.002	0.005
O	-2.304	5.597	13.074	-0.005	0	0.006
O	-2.248	-1.617	20.946	-0.002	0.002	-0.005
O	5.754	3.224	22.595	-0.005	-0.005	-0.007
O	-0.056	-2.404	21.918	-0.007	0	-0.005
O	3.063	-8.227	19.562	0.002	0.003	-0.001
O	-4.7	-9.194	9.989	0	-0.004	-0.001
O	-1.699	0.2	12.048	-0.001	0.001	0.008
O	-0.157	-1.68	13.191	0	0	0.006
O	1.791	5.812	11.02	-0.001	0.001	0.002
O	9.054	-5.421	23.816	-0.006	-0.001	-0.004
O	3.433	4.735	14.757	0.002	0	0.004
O	1.21	-10.766	16.232	-0.005	-0.004	0.007
O	-3.788	3.221	15.197	-0.001	0.001	0.003
O	7.832	-10.001	17.079	0.001	0.001	0.003
O	-4.621	-6.517	10.333	-0.003	-0.001	0.008
O	7.369	-3.76	22.374	0.001	-0.001	-0.004
O	4.464	2.262	14.64	0	-0.005	0.003
O	10.321	-6.806	16.572	0	-0.001	0.002
O	-2.101	2.1	16.839	-0.003	0	-0.001
O	-1.629	-8.25	19.565	0	-0.001	-0.002
O	5.073	-6.333	17.301	0.001	0	0.001
O	5.81	3.143	19.37	-0.002	0.004	0.001
O	8.295	-1.271	22.464	0.002	-0.001	-0.006
O	5.483	-3.922	18.342	0.001	0	0
O	6.454	-1.545	17.858	0.002	0	0.001
O	-2.906	-7.939	17.313	-0.003	0.002	0
O	-4.565	-1.384	11.32	-0.003	0.006	0.008
O	6.648	-6.051	15.147	0.004	0.002	0
O	4.11	-6.737	14.953	-0.002	0	0.003
O	7.778	-4.066	13.725	-0.001	0.003	0.004
O	5.54	5.752	7.91	0.004	-0.002	0.003
O	-0.335	-7.192	17.453	0	0.003	0.002
O	-4.011	-3.961	10.365	0.002	0.01	0.013
O	1.219	-10.003	18.838	0.001	0.003	0.005
O	10.396	-9.454	16.784	0	0.001	0.002
O	11.288	-8.383	20.406	-0.002	-0.001	-0.001
O	5.895	-8.497	16.016	0	0.003	0.003
O	-0.395	-3.006	15.436	0.001	-0.001	-0.001
O	6.416	-3.447	15.903	0.002	-0.002	0.001
O	4.581	2.34	8.619	0.013	-0.002	-0.005

Results
free energy: -289380.657 eV
free energy less fixed offsets of O -568.88, Si -635.61 eV per atom: -14.497 eV

The program warned: the cutoff lies below the one the program advises for these potential files; the exchange-correlation potential is rough where the density is thin.
